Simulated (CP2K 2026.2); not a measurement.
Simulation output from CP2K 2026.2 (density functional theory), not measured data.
Periodic cell of 504 atoms, Si360O144, from a study of silicon, its oxide and their interface. The atomic structure is a simulated model.
Doubt: the forces sum to 1.60 eV/angstrom along one axis rather than to zero, so they err by at least 0.0032 eV/angstrom per atom on average; the grid cutoff is modest.

Settings: functional PBE; method Gaussian and plane waves; basis set DZVP-MOLOPT-SR-GTH; pseudopotentials GTH-PBE; grid cutoff 350 Ry, relative cutoff 50 Ry; k points Gamma only; occupations fixed; spin none; net charge 0.

Cell vectors (angstrom)
a	16.32	0	0
b	0	16.32	0
c	2.771	6.9876	33.9524

Atoms and the computed forces on them: element, x, y, z (angstrom), force x, y, z (eV/angstrom)
Si	1.026	15.235	0.026	0.125	-0.065	0.753
Si	6.545	8.638	33.944	0.164	-0.23	0.787
Si	1.607	3.927	0.121	-0.26	0.082	0.754
Si	4.259	6.484	0.049	0.005	0.217	0.679
Si	1.007	9.847	0.088	0.203	-0.062	0.773
Si	4.445	11.864	0.015	-0.19	0.194	0.773
Si	7.04	14.767	0.272	-0.059	0.029	0.697
Si	9.816	1.128	0.225	-0.102	0.033	0.766
Si	6.519	4.303	0.076	0.113	-0.154	0.764
Si	9.658	6.404	0.034	0.005	0.248	0.714
Si	6.72	9.696	0.147	0.081	-0.203	0.726
Si	9.161	12.497	0.143	0.234	-0.053	0.73
Si	12.062	15.317	0.059	0.06	-0.27	0.712
Si	17.909	8.142	33.919	-0.121	0.22	0.714
Si	11.977	4.286	0.013	0.232	-0.109	0.715
Si	17.628	14.034	33.912	0.095	-0.294	0.737
Si	15.32	16.189	33.902	-0.245	0.124	0.789
Si	15.132	12.103	0.079	-0.219	0.116	0.713
Si	2.668	16.345	1.295	-0.006	0.011	-0.074
Si	5.396	2.696	1.351	-0.007	0	-0.073
Si	2.753	5.425	1.476	0.014	-0.021	-0.049
Si	5.445	8.104	1.311	0.017	-0.001	-0.032
Si	2.736	10.877	1.314	0	0.012	-0.044
Si	5.421	13.536	1.389	0.005	-0.018	-0.061
Si	8.244	16.3	1.526	0.004	-0.002	-0.034
Si	10.938	2.738	1.461	0.008	0.016	-0.035
Si	8.126	5.358	1.433	-0.006	-0.012	-0.035
Si	10.869	8.097	1.217	-0.002	-0.009	-0.066
Si	8.147	10.912	1.514	-0.022	-0.013	-0.047
Si	10.887	13.639	1.29	0.006	0.013	-0.077
Si	13.617	16.394	1.41	0.017	0.018	-0.034
Si	16.298	2.725	1.301	0.015	-0.021	-0.044
Si	13.622	5.459	1.241	-0.013	0.012	-0.045
Si	16.304	8.199	1.391	-0.013	0.005	-0.061
Si	13.572	10.85	1.31	-0.008	-0.014	-0.072
Si	16.295	13.645	1.39	-0.005	-0.012	-0.043
Si	1.332	1.371	2.708	-0.003	0.005	0.036
Si	4.096	4.041	2.801	0.009	-0.002	0.036
Si	1.36	6.83	2.725	-0.006	0.005	0.007
Si	4.06	9.468	2.683	0.002	-0.002	0.012
Si	1.406	12.285	2.691	-0.009	-0.012	0.021
Si	4.036	14.96	2.655	-0.002	-0.004	0.01
Si	6.786	1.363	2.723	0.012	0.019	0.018
Si	9.487	4.02	2.786	0.003	-0.009	0.028
Si	6.811	6.803	2.733	-0.01	0.015	0.025
Si	9.58	9.481	2.674	-0.003	-0.023	0.009
Si	6.765	12.246	2.84	0.007	0.023	0.041
Si	9.603	14.928	2.82	0.019	-0.008	0.039
Si	12.311	1.419	2.81	0.001	-0.01	0.028
Si	14.946	4.097	2.648	-0.01	0	0.005
Si	12.238	6.789	2.654	0.004	0.004	0.029
Si	14.927	9.536	2.743	-0.011	-0.001	0.041
Si	12.214	12.233	2.645	0.002	0.01	0.018
Si	14.921	14.966	2.752	-0.002	-0.001	0.018
Si	16.308	16.328	4.085	0.006	0.021	-0.017
Si	2.694	2.698	4.109	-0.003	-0.007	-0.009
Si	16.304	5.444	4.039	-0.006	-0.004	-0.008
Si	2.718	8.16	4.094	0.028	0.01	0.009
Si	16.337	10.906	4.045	0.012	-0.002	-0.016
Si	2.721	13.628	4.082	-0.007	-0.006	0.011
Si	5.415	16.302	4.044	-0.007	-0.002	-0.004
Si	8.13	2.688	4.132	-0.001	-0.007	0.019
Si	5.463	5.436	4.107	0.006	-0.016	-0.003
Si	8.186	8.166	4.063	-0.012	-0.004	-0.004
Si	5.396	10.836	4.098	-0.019	0.003	-0.005
Si	8.175	13.599	4.145	-0.001	-0.002	-0.018
Si	10.936	16.334	4.132	-0.011	-0.007	-0.012
Si	13.652	2.78	4.121	0.008	0.001	0.016
Si	10.88	5.441	4.058	0.02	0	-0.028
Si	13.57	8.149	4.068	-0.014	0.006	-0.014
Si	10.894	10.868	4.048	0.001	0.014	-0.002
Si	13.567	13.574	4.062	-0.001	-0.008	0.005
Si	1.361	14.971	16.303	0.005	-0.004	-0.018
Si	4.072	17.69	16.328	0.011	0.013	-0.014
Si	1.384	4.077	16.305	-0.007	0.002	-0.021
Si	4.096	6.814	16.327	0.002	-0.002	-0.011
Si	1.359	9.509	16.318	-0.011	0.003	-0.007
Si	4.116	12.267	16.309	0.01	-0.001	-0.011
Si	6.81	14.956	16.345	0.001	-0.007	0.002
Si	9.522	17.677	16.356	-0.005	0.004	0.001
Si	6.797	4.065	16.312	-0.008	-0.008	-0.009
Si	9.5	6.789	16.304	-0.009	0.004	-0.009
Si	6.819	9.529	16.333	-0.001	0.008	-0.011
Si	9.508	12.237	16.326	0.01	-0.01	-0.007
Si	12.218	14.934	16.332	-0.009	-0.005	-0.008
Si	14.959	17.675	16.324	0.002	-0.007	-0.003
Si	12.244	4.061	16.345	-0.013	-0.001	0.002
Si	14.967	6.805	16.3	-0.005	-0.003	-0.011
Si	12.234	9.509	16.266	0.013	0.002	-0.02
Si	14.937	12.245	16.294	0.007	0.006	-0.013
Si	2.721	16.313	17.682	-0.02	0.008	-0.01
Si	5.427	19.054	17.687	0.003	0.002	0.006
Si	2.714	5.466	17.669	-0.002	-0.008	-0.003
Si	5.481	8.157	17.69	0	0.009	0.016
Si	2.758	10.885	17.612	0.003	0.008	0.006
Si	5.445	13.622	17.729	-0.009	0.002	0.004
Si	8.183	16.292	17.716	0.005	0.006	0.025
Si	10.885	19.027	17.736	0.009	0.004	-0.01
Si	8.171	5.397	17.669	0.004	0	0.003
Si	10.837	8.198	17.617	-0.002	-0.006	0.012
Si	8.15	10.907	17.716	0.013	-0.008	0
Si	10.873	13.555	17.708	-0.007	0.002	0.008
Si	13.566	16.319	17.667	0.003	-0.013	-0.003
Si	16.372	19.013	17.656	0.002	-0.003	0.009
Si	13.603	5.464	17.659	0.008	0.005	0.019
Si	16.324	8.136	17.69	0.017	0.004	0.004
Si	13.605	10.835	17.628	-0.017	0	-0.008
Si	16.276	13.639	17.63	-0.016	-0.011	0.004
Si	17.681	17.627	19.071	-0.026	0.012	0.004
Si	4.062	4.126	19.032	0.011	-0.02	-0.015
Si	17.704	6.811	19.075	0.004	0.008	-0.002
Si	4.122	9.56	19.004	-0.009	-0.002	-0.033
Si	17.677	12.261	18.886	0.018	0.004	-0.05
Si	4.072	14.995	19.084	0.015	-0.004	0.001
Si	6.779	17.662	19.024	0.011	-0.008	-0.041
Si	9.52	4.077	19.088	-0.005	0.012	-0.009
Si	6.846	6.755	19.034	-0.012	0.003	-0.018
Si	9.526	9.541	19.051	-0.006	0.014	-0.018
Si	6.805	12.274	19.103	0.012	-0.001	0.001
Si	9.546	14.92	19.105	0.002	0.012	-0.037
Si	12.231	17.634	19.09	-0.02	-0.006	-0.01
Si	15.046	4.111	18.95	0.006	0.029	-0.02
Si	12.169	6.843	18.954	0.014	-0.03	-0.036
Si	14.942	9.495	19.018	-0.013	0.002	-0.029
Si	12.233	12.121	19.011	-0.014	-0.013	-0.025
Si	14.907	14.977	19.029	0.011	-0.009	-0.016
Si	16.223	16.334	20.451	0.015	0.012	0.05
Si	2.749	19.029	20.376	0.008	0.004	0.066
Si	16.369	5.426	20.427	-0.014	-0.018	0.062
Si	2.781	8.199	20.375	0.005	0.002	0.076
Si	16.396	10.86	20.24	0.005	0.002	0.058
Si	2.613	13.632	20.313	-0.006	-0.007	0.052
Si	5.424	16.359	20.467	0.014	0.013	0.059
Si	8.168	18.975	20.392	-0.009	-0.026	0.046
Si	5.443	5.455	20.411	0.002	-0.001	0.05
Si	8.215	8.123	20.378	0.015	0.008	0.048
Si	5.431	10.924	20.434	0.007	0.005	0.042
Si	8.144	13.611	20.513	0.016	0.008	0.032
Si	10.946	16.225	20.522	-0.016	-0.01	0.061
Si	13.653	19.088	20.253	-0.006	0	0.053
Si	10.845	5.53	20.399	-0.009	0.032	0.048
Si	13.492	8.188	20.337	-0.026	0.015	0.051
Si	10.888	10.838	20.486	-0.009	0	0.053
Si	13.607	13.477	20.305	0.003	0.011	0.022
Si	17.333	14.688	21.694	0.117	0.182	-0.683
Si	4.346	18.012	21.769	-0.128	-0.198	-0.776
Si	17.528	20.124	21.731	0.1	0.262	-0.707
Si	4.387	7.125	21.709	-0.155	-0.202	-0.768
Si	17.957	9.813	21.626	-0.069	-0.178	-0.743
Si	3.753	12.099	21.622	0.235	0.026	-0.749
Si	6.969	15.216	21.812	-0.108	-0.241	-0.739
Si	9.262	17.348	21.725	0.125	0.131	-0.836
Si	6.613	20.181	21.663	0.181	0.12	-0.745
Si	9.756	7.079	21.852	-0.115	-0.173	-0.74
Si	6.65	9.295	21.627	0.07	0.246	-0.739
Si	9.734	12.425	21.793	-0.214	-0.184	-0.723
Si	12.101	14.511	21.744	0.063	0.292	-0.677
Si	15.14	18.041	21.706	-0.106	-0.271	-0.748
Si	12.497	20.651	21.502	-0.14	0.008	-0.722
Si	14.634	6.566	21.517	0.14	0.031	-0.742
Si	12.029	9.278	21.872	0.124	0.192	-0.718
Si	15.247	12.356	21.561	-0.201	-0.082	-0.753
Si	15.464	6.87	24.28	0.064	0.052	-0.017
Si	6.013	9.578	28.721	-0.022	0.02	-0.015
Si	2.671	12.231	31.826	0.027	0.029	0.046
Si	10.338	12.359	28.183	-0.049	-0.002	0.13
Si	5.899	16.41	26.596	-0.093	0.107	-0.027
Si	10.713	19.236	23.694	-0.075	0.069	-0.163
Si	4.059	18.548	27.298	0.011	0.098	-0.008
Si	17.523	15.735	24.616	-0.095	-0.047	-0.179
Si	4.596	12.188	29.458	-0.038	0.065	0.053
Si	6.317	14.186	31.104	-0.105	-0.026	0.098
Si	17.727	21.133	24.536	0.007	0.018	-0.122
Si	11.875	19.523	26.329	0.034	0.01	0.05
Si	11.967	21.775	30.247	-0.02	0.031	0.07
Si	7.646	21.549	26.963	0.034	-0.14	-0.04
Si	4.426	16.567	31.089	0.072	0.03	0.078
Si	11.335	15.016	26.781	0.038	-0.048	0.002
Si	3.436	7.037	24.675	-0.035	0.015	-0.168
Si	14.915	17.579	24.662	0.053	0.022	-0.13
Si	12.325	10.245	29.319	0.068	-0.114	0.021
Si	16.651	10.058	31.812	-0.098	-0.098	0.131
Si	7.782	11.412	26.824	-0.141	0.079	-0.003
Si	16.044	20.492	31.955	0.079	0.069	0.076
Si	13.049	13.926	24.512	0.123	-0.124	-0.046
Si	13.416	17.086	27.063	-0.095	0.002	-0.062
Si	15.798	10.782	26.165	-0.176	-0.07	-0.146
Si	10.834	9.538	31.95	-0.022	-0.068	0.103
Si	8.452	5.122	23.909	0.062	0.06	-0.13
Si	3.311	21.265	28.596	0.053	-0.064	-0.031
Si	15.963	19.894	26.466	-0.002	-0.025	-0.112
Si	5.511	13.344	23.772	0.047	0.097	0.007
Si	7.77	11.142	23.766	0.127	0.038	-0.079
Si	3.795	17.298	24.776	0.007	0.09	-0.234
Si	15.61	15.872	28.63	-0.021	-0.018	-0.018
Si	6.843	7.645	30.964	-0.032	-0.026	0.138
Si	11.208	15.179	31.872	-0.096	-0.05	0.157
Si	13.348	19.195	31.516	-0.121	0.074	0.028
Si	17.085	19.9	29.177	-0.015	-0.03	0.083
Si	17.475	9.012	24.566	0.006	-0.059	-0.108
Si	5.479	13.488	26.882	0.027	-0.13	-0.07
Si	15.216	9.712	29.075	-0.095	0.137	0.063
Si	10.074	20.946	28.176	0.093	0.055	0.051
Si	4.776	21.734	31.087	0.054	0.043	0.256
Si	9.082	14.332	29.841	0.009	-0.003	-0.066
Si	13.33	7.544	28.805	-0.01	0.051	0.009
Si	6.185	19.127	30.996	0.054	-0.077	0.166
Si	8.743	16.321	27.417	0.006	-0.052	0.131
Si	5.075	7.017	27.168	0.048	-0.011	-0.071
Si	13.68	11.016	23.94	-0.021	-0.039	-0.026
Si	15.725	13.913	26.227	-0.088	0.078	-0.108
Si	8.152	19.097	28.687	-0.137	0.132	-0.018
Si	13.994	16.496	31.098	0.103	0.037	0.061
Si	13.789	5.675	26.321	0.051	-0.097	0.039
Si	18.379	17.239	29.247	0.05	0.058	0.062
Si	9.459	6.795	31.543	0.061	0.02	0.078
Si	1.351	14.97	5.443	-0.006	-0.003	0.007
Si	4.069	1.336	5.44	0.006	-0.002	0.003
Si	1.339	4.089	5.431	0.001	0	0.007
Si	4.081	6.793	5.444	0.001	-0.001	0.015
Si	1.355	9.537	5.427	-0.009	0.012	0.005
Si	4.062	12.238	5.436	0.009	0	0.017
Si	6.787	14.974	5.444	0.005	0.008	0.005
Si	9.522	1.344	5.464	-0.007	-0.002	0.014
Si	6.804	4.081	5.477	-0.006	0	0.007
Si	9.53	6.801	5.431	0	-0.002	0.001
Si	6.805	9.506	5.432	0.003	0	0.016
Si	9.531	12.205	5.449	0.008	-0.009	0.003
Si	12.262	14.944	5.466	0.004	0.001	0.014
Si	14.981	1.378	5.46	0.004	0	0.008
Si	12.242	4.107	5.446	-0.011	-0.004	0.016
Si	14.947	6.796	5.417	-0.003	0	0.001
Si	12.24	9.521	5.434	-0.002	0	0.013
Si	14.963	12.243	5.417	0.003	-0.005	0.008
Si	2.717	16.312	6.813	-0.002	-0.004	0.002
Si	5.427	2.71	6.803	0.01	0.001	0.003
Si	2.71	5.439	6.794	0.004	0.002	0.006
Si	5.447	8.151	6.8	0.003	-0.003	-0.003
Si	2.705	10.889	6.803	-0.001	0	0.002
Si	5.435	13.594	6.793	-0.001	-0.008	0.001
Si	8.15	16.318	6.816	0.003	-0.003	0.001
Si	10.883	2.728	6.799	0.002	0	0
Si	8.176	5.444	6.809	-0.001	-0.007	0.004
Si	10.877	8.166	6.798	-0.001	0.01	0.003
Si	8.157	10.864	6.805	-0.005	0.003	0.006
Si	10.883	13.584	6.805	-0.004	-0.002	-0.004
Si	13.617	16.322	6.808	0.005	-0.004	0.007
Si	16.33	2.732	6.821	-0.005	-0.006	-0.002
Si	13.6	5.454	6.808	-0.003	0.001	-0.002
Si	16.313	8.162	6.776	0.002	0	0
Si	13.611	10.877	6.787	0.002	-0.002	0.001
Si	16.31	13.603	6.794	0.002	0.006	0.002
Si	1.367	17.683	8.172	0.007	0.008	0.003
Si	4.07	4.077	8.158	-0.005	-0.009	-0.002
Si	1.353	6.807	8.147	-0.002	-0.002	-0.011
Si	4.081	9.523	8.148	0.003	0.008	-0.009
Si	1.348	12.245	8.162	-0.001	-0.006	-0.002
Si	4.078	14.95	8.165	-0.002	0	-0.009
Si	6.795	17.684	8.17	0.002	0.001	-0.002
Si	9.529	4.082	8.168	0.01	0.002	-0.003
Si	6.804	6.795	8.165	0.003	0.004	0.001
Si	9.516	9.512	8.167	-0.005	-0.008	0
Si	6.798	12.237	8.153	0.007	0.005	-0.001
Si	9.516	14.948	8.159	-0.013	-0.011	0.006
Si	12.241	17.68	8.155	-0.01	-0.004	-0.006
Si	14.955	4.086	8.167	-0.001	-0.004	-0.002
Si	12.239	6.81	8.164	0.006	0	0.002
Si	14.962	9.516	8.152	-0.003	0.004	0
Si	12.251	12.232	8.158	0.006	-0.001	-0.004
Si	14.968	14.964	8.169	0.007	0.004	0.001
Si	16.326	16.321	9.529	0	-0.005	0.001
Si	2.723	2.722	9.53	0.001	-0.005	0
Si	16.319	5.448	9.517	0.003	0.001	0
Si	2.719	8.163	9.507	-0.003	-0.002	-0.008
Si	16.317	10.877	9.519	0	0.002	-0.001
Si	2.715	13.598	9.524	0.001	-0.005	0
Si	5.438	16.316	9.523	0.001	-0.006	0
Si	8.163	2.722	9.523	0	0.01	0
Si	5.439	5.435	9.517	0.007	-0.005	-0.002
Si	8.159	8.154	9.529	-0.002	0.003	0.001
Si	5.437	10.88	9.515	0.001	0.003	-0.002
Si	8.155	13.594	9.518	-0.003	-0.007	0.002
Si	10.876	16.319	9.512	0.005	0.005	-0.004
Si	13.597	2.718	9.52	-0.002	-0.003	-0.004
Si	10.885	5.442	9.526	-0.003	-0.006	-0.002
Si	13.603	8.164	9.521	-0.003	0.005	-0.001
Si	10.884	10.876	9.517	-0.004	-0.001	0
Si	13.601	13.601	9.52	0.007	0.005	-0.002
Si	1.364	14.96	10.889	0.002	0.003	0.002
Si	4.084	17.68	10.885	-0.001	0.01	0.002
Si	1.357	4.086	10.878	-0.001	-0.003	-0.001
Si	4.077	6.803	10.87	-0.001	0.005	-0.004
Si	1.365	9.52	10.875	0.004	0.005	-0.001
Si	4.08	12.24	10.88	-0.004	0	-0.001
Si	6.799	14.956	10.879	0.006	-0.002	0
Si	9.52	17.676	10.881	-0.006	-0.004	-0.001
Si	6.804	4.08	10.882	-0.003	-0.007	0.002
Si	9.52	6.795	10.887	0.002	-0.002	0.003
Si	6.796	9.521	10.877	0.002	0	0.001
Si	9.52	12.238	10.873	-0.002	0.005	0
Si	12.236	14.963	10.875	-0.007	-0.006	0.001
Si	14.957	17.68	10.881	0.003	0	-0.001
Si	12.239	4.073	10.883	0.006	0.001	-0.003
Si	14.961	6.802	10.881	-0.004	-0.002	-0.002
Si	12.24	9.517	10.882	0.008	-0.005	-0.001
Si	14.96	12.241	10.879	0	-0.003	0.002
Si	2.724	16.323	12.245	0.001	0.002	0.007
Si	5.451	2.716	12.243	0.005	0.003	0.004
Si	2.723	5.442	12.233	-0.001	-0.009	0.001
Si	5.433	8.163	12.235	0.001	-0.008	0.005
Si	2.723	10.879	12.24	0	-0.002	0.003
Si	5.44	13.601	12.242	-0.001	-0.001	0.001
Si	8.158	16.316	12.24	-0.007	-0.004	0.004
Si	10.88	2.713	12.247	0.002	0.003	0
Si	8.161	5.436	12.249	-0.003	0.006	0.002
Si	10.883	8.153	12.243	-0.003	0.004	0.005
Si	8.162	10.877	12.231	0.003	0	0.002
Si	10.868	13.609	12.232	0.007	-0.006	0.002
Si	13.595	16.32	12.24	0.006	0.003	-0.002
Si	16.317	2.724	12.236	0	0	-0.002
Si	13.602	5.433	12.236	-0.002	-0.007	0.001
Si	16.327	8.16	12.237	0.001	0.003	0.003
Si	13.596	10.884	12.236	-0.002	0.007	0.001
Si	16.32	13.597	12.245	0	-0.002	0
Si	1.359	17.688	13.594	-0.003	0.009	0.005
Si	4.091	4.085	13.589	0.002	-0.007	0.005
Si	1.366	6.795	13.597	-0.001	-0.002	0.011
Si	4.084	9.526	13.606	-0.003	0.003	0.004
Si	1.366	12.238	13.603	0.002	0	0.003
Si	4.089	14.969	13.606	0	-0.005	0.01
Si	6.803	17.671	13.608	0	0.004	0
Si	9.521	4.071	13.61	-0.005	-0.005	0.009
Si	6.792	6.804	13.595	-0.007	0.01	0.004
Si	9.518	9.516	13.593	0.008	-0.003	0.004
Si	6.809	12.24	13.591	0.005	-0.009	-0.001
Si	9.513	14.962	13.608	-0.005	0.003	-0.003
Si	12.237	17.671	13.612	0	-0.004	0.009
Si	14.957	4.076	13.601	0.004	0.004	-0.004
Si	12.24	6.782	13.597	0.015	-0.006	-0.003
Si	14.965	9.526	13.587	-0.005	0	0.005
Si	12.225	12.245	13.583	-0.008	0.008	0
Si	14.955	14.96	13.598	0.003	-0.008	0.005
Si	16.317	16.327	14.95	0.001	0.001	-0.004
Si	2.735	19.044	14.943	-0.004	0.003	-0.005
Si	16.324	5.431	14.954	0.003	-0.007	0.003
Si	2.725	8.157	14.958	0.001	0.002	0.006
Si	16.321	10.879	14.96	-0.003	0.001	0
Si	2.729	13.607	14.956	0.001	-0.001	-0.003
Si	5.447	16.321	14.984	0	0.005	0.002
Si	8.166	19.023	14.97	-0.004	0	0
Si	5.442	5.442	14.962	0.004	0.001	-0.005
Si	8.153	8.162	14.951	-0.005	-0.003	-0.004
Si	5.461	10.886	14.959	0.009	0.003	0.003
Si	8.153	13.598	14.965	-0.001	-0.004	0.002
Si	10.871	16.316	14.979	0	-0.005	0.005
Si	13.6	19.036	14.966	0.005	0.003	0
Si	10.885	5.425	14.972	0.006	0.002	0.003
Si	13.608	8.153	14.93	-0.002	-0.001	-0.008
Si	10.868	10.89	14.945	-0.003	0.001	-0.005
Si	13.578	13.601	14.944	-0.009	-0.006	-0.003
O	13.018	14.716	23.09	0.406	0.125	0.055
O	10.058	15.972	26.565	0.093	0.372	-0.467
O	12.253	8.757	28.664	-0.416	-0.125	-0.283
O	2.476	5.835	25.165	0.044	-0.029	0.421
O	4.422	21.523	32.645	0.31	-0.51	0.013
O	3.704	17.553	23.193	-0.513	-0.23	0.112
O	2.715	10.942	22.13	0.169	-0.076	0.587
O	9.11	22.628	33.043	-0.508	0.072	-0.061
O	5.532	8.214	22.12	0.161	-0.045	0.498
O	8.832	17.782	28.069	0.407	-0.043	0.263
O	16.48	15.112	33.479	0.113	0.087	-0.508
O	2.647	8.447	24.817	0.235	0.332	0.178
O	14.796	17.048	27.884	0.064	0.48	0.12
O	11.493	18.714	24.994	0.052	-0.447	-0.03
O	14.806	16.75	32.471	0.075	0.28	-0.136
O	15.341	10.573	32.615	-0.351	-0.185	-0.394
O	7.059	8.157	32.482	0.462	-0.207	-0.009
O	17.281	9.24	22.983	-0.64	-0.175	0.217
O	19.029	17.994	33.578	0.098	-0.046	-0.266
O	10.336	16.151	32.818	0.021	0.16	-0.157
O	6.166	13.961	32.703	-0.637	0.031	-0.161
O	18.062	20.96	28.44	-0.396	0.546	-0.422
O	5.452	9.795	33.579	0.057	0.105	-0.247
O	7.899	14.369	30.913	0.037	-0.08	0.189
O	3.777	6.671	23.142	-0.268	-0.458	0.23
O	16.334	5.521	24.11	-0.235	-0.147	-0.283
O	8.359	17.744	33.586	-0.07	-0.123	-0.18
O	5.491	19.109	22.177	-0.131	-0.076	0.232
O	12.727	9.906	23.226	-0.13	-0.224	0.544
O	17.314	19.818	32.691	0.013	0.021	-0.452
O	7.437	9.789	22.963	0.195	-0.3	0.311
O	17.164	10.35	25.4	0.503	0.29	-0.001
O	5.481	15.035	27.335	-0.383	0.216	0.488
O	12.379	18.725	32.721	-0.29	-0.556	-0.113
O	14.879	15.642	30.058	-0.099	-0.697	0.058
O	1.95	20.492	23.149	0.726	-0.056	0.252
O	2.546	16.378	25.212	0.165	0.033	0.461
O	11.632	10.25	30.764	-0.114	0.316	0.143
O	5.438	6.861	30.842	-0.443	0.228	-0.379
O	3.236	12.457	30.319	-0.299	-0.006	-0.502
O	3.465	21.534	30.185	-0.365	-0.097	0.349
O	10.468	19.961	26.967	-0.455	-0.228	-0.16
O	8.179	12.393	33.525	0.017	0.168	-0.335
O	6.417	6.159	27.418	-0.132	-0.076	0.296
O	14.756	19.563	32.2	0.138	-0.38	0.256
O	17.83	18.635	29.876	-0.051	0.199	0.592
O	5.799	20.617	30.552	0.403	0.226	-0.347
O	4.948	18.092	30.96	-0.363	0.287	0.027
O	13.755	16.826	25.495	-0.447	-0.47	-0.31
O	5.814	12.918	30.241	0.241	-0.133	-0.173
O	12.635	15.755	31.463	-0.028	-0.157	0.111
O	14.466	14.166	25.244	0.131	0.269	-0.182
O	3.031	16.47	30.284	-0.192	-0.455	0.136
O	7.491	16.343	26.399	0.274	-0.21	-0.525
O	4.238	16.173	32.639	0.174	-0.585	-0.012
O	9.043	5.747	27.628	0.194	0.736	-0.024
O	6.57	12.171	23.511	0.101	-0.254	-0.208
O	11.531	13.814	32.685	-0.473	-0.437	-0.295
O	9.332	11.679	27.135	0.356	-0.094	-0.281
O	9.655	20.389	24.053	0.09	0.081	0.169
O	14.797	8.156	29.035	0.288	-0.302	0.016
O	18.389	13.565	32.533	-0.001	0.447	-0.589
O	10.874	13.523	22.215	0.015	-0.063	0.488
O	7.424	20.019	27.529	-0.317	-0.181	-0.487
O	15.186	21.289	26.718	0.28	0.425	0.513
O	6.707	19.314	32.506	0.125	0.335	-0.144
O	14.068	6.583	25.018	-0.506	0.372	-0.105
O	12.713	20.469	30.784	0.049	-0.107	0.101
O	4.195	12.959	22.931	-0.51	0.312	0.156
O	16.365	7.943	25.069	-0.122	0.062	0.405
O	5.442	17.695	27.491	0.442	0.222	0.485
O	8.106	6.663	30.658	0.023	-0.598	-0.669
O	13.005	6.675	30.132	0.252	0.218	0.459
O	16.256	13.523	22.107	-0.074	0.067	0.296
O	12.81	12.322	24.349	-0.739	-0.07	0.302
O	16.358	19.05	22.128	-0.058	-0.053	0.423
O	13.662	7.039	33.557	-0.031	0.064	-0.51
O	11.922	8.895	32.934	0.372	0.244	-0.204
O	14.485	10.442	25.238	-0.323	-0.225	-0.003
O	7.275	20.857	22.978	-0.178	0.213	0.312
O	11.534	11.325	28.444	0.073	-0.03	-0.401
O	17.802	11.165	31.85	0.104	-0.129	-0.203
O	13.6	17.962	30.505	0.048	0.087	-0.744
O	4.925	10.608	29.342	-0.179	-0.138	0.313
O	11.005	13.719	27.656	0.309	-0.06	0.321
O	4.148	19.986	28.021	0.5	-0.155	-0.092
O	9.887	8.347	31.426	-0.424	0.035	-0.552
O	6.81	8.869	29.93	0.215	0.323	0.116
O	16.292	20.656	30.368	-0.182	0.319	-0.205
O	3.888	11.663	32.716	0.146	0.124	-0.312
O	9.05	6.462	23.198	-0.283	0.277	0.181
O	9.949	10.656	32.687	0.165	-0.023	-0.44
O	17.215	8.726	32.553	-0.26	-0.185	-0.362
O	2.872	17.648	27.918	-0.128	-0.237	-0.171
O	3.808	6.269	27.836	-0.409	0.051	0.042
O	15.666	21.901	32.656	0.298	0.41	-0.225
O	10.893	8.173	22.337	0.197	-0.111	0.207
O	15.082	18.976	25.47	-0.236	0.371	-0.094
O	16.3	9.849	30.256	0.423	0.038	-0.348
O	9.933	17.993	23.05	0.211	-0.141	0.463
O	15.134	7.421	22.808	-0.091	0.504	0.276
O	15.769	10.074	27.611	0.254	0.011	-0.203
O	16.332	16.822	24.644	0.123	0.062	-0.05
O	12.471	15.872	27.552	-0.051	-0.088	0.629
O	17.874	15.279	23.106	0.284	0.299	-0.117
O	9.144	11.781	23.183	0.14	-0.013	0.349
O	7.801	10.809	25.329	0.025	-0.422	0.025
O	13.303	6.659	27.479	-0.375	0.261	0.05
O	10.399	14.964	30.507	0.187	0.066	-0.392
O	4.486	12.743	27.928	-0.417	-0.293	-0.234
O	6.953	12.804	26.94	0.318	0.29	-0.001
O	14.414	17.702	23.131	-0.646	-0.203	0.223
O	13.903	10.621	29.409	0.007	0.632	0.113
O	13.596	5.41	22.067	0.222	-0.212	0.442
O	8.119	16.299	22.262	-0.139	0.126	0.178
O	3.785	18.652	25.691	0.036	0.392	-0.01
O	12.71	18.525	27.284	-0.043	0.169	0.398
O	6.213	14.676	23.164	0.042	0.349	0.493
O	4.764	7.127	25.582	0.444	0.124	-0.349
O	5.515	15.489	30.573	0.149	-0.007	-0.605
O	7.105	10.35	27.821	0.325	-0.321	0.193
O	13.58	12.326	33.487	0.038	0.032	-0.396
O	10.68	22.17	31.111	0.03	-0.283	0.192
O	19.01	7.008	33.465	0.024	-0.022	-0.464
O	9.327	20.042	29.295	0.304	0.095	0.496
O	17.063	14.496	25.535	0.244	-0.142	0.262
O	14.775	11.515	22.865	0.403	-0.319	-0.005
O	9.439	12.793	29.463	-0.014	-0.573	0.238
O	11.436	21.533	28.748	0.3	0.302	-0.287
O	10.852	20.631	33.633	-0.109	-0.09	-0.497
O	15.885	12.347	26.447	0.135	0.011	0.385
O	15.522	14.561	27.695	-0.145	-0.479	0.166
O	11.822	14.517	25.347	-0.337	0.002	-0.197
O	17.384	20.077	25.705	0.601	-0.218	0.393
O	7.797	5.355	25.36	-0.401	0.205	0.041
O	5.172	16.528	25.155	0.405	-0.21	-0.485
O	12.692	20.871	25.992	-0.213	0.222	-0.43
O	17.151	16.273	28.863	0.086	-0.172	-0.118
O	16.187	19.318	27.961	-0.165	-0.366	0.033
O	5.049	13.441	25.316	-0.55	0.162	-0.183
O	7.253	18.603	29.921	0.121	-0.528	0.018
O	11.84	19.841	22.733	0.118	-0.313	0.272
O	5.246	8.479	27.818	-0.29	0.016	0.067
O	8.592	15.189	28.562	-0.176	-0.096	-0.101

Results
total energy: -101658.030 eV
total energy less fixed offsets of O -438.35, Si -107.03 eV per atom: -4.830 eV
